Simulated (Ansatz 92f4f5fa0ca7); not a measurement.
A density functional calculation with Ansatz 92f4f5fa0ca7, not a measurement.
Periodic cell of 225 atoms, Si132O91As2, from a study of silicon, its oxide and their interface. The atomic structure is a simulated model.
Doubt: the cutoff is far below the 930 eV that the study's wrapper takes by default for these files, so forces and energies are approximate.
This geometry differs little from another in the collection (a relaxation step or a small displacement).

Settings
functional: PBE
potential files: Ansatz PAW
basis: plane waves
wave-function cutoff: 580 eV
density cutoff ratio: 5
exchange-correlation grid ratio: 1
k mesh: 1 x 1 x 1, Gamma-centred
self-consistency stop: 5e-08 eV per atom in the density residual
occupations: fixed
spin: none
net charge: 0

Cell vectors (angstrom)
a  10.938  0  0
b  0  10.938  0
c  0  0  31.9494

Atoms and the computed forces on them: element, x, y, z (angstrom), force x, y, z (eV/angstrom)
Si  10.5589  0.1465  24.581  0.0117  -0.0083  -0.0013
Si  5.0516  0.1913  24.6915  -0.0139  -0.0142  0.016
Si  2.797  2.373  24.5269  -0.0128  -0.0134  0.0227
Si  8.4958  2.5352  24.6103  -0.0204  0.0147  -0.009
Si  10.7151  5.6737  24.3464  -0.0102  -0.0224  0.0252
Si  5.1105  5.6461  24.4652  0.0088  0.0067  0.0025
Si  2.9576  7.9958  24.4639  0.0019  0.0077  0.015
Si  8.3916  7.8823  24.4225  -0.007  -0.013  -0.0039
Si  1.2715  1.2502  25.8925  0.0343  -0.0198  0.0131
Si  6.7757  1.3889  25.7861  -0.0028  0.0062  -0.0035
Si  3.9537  4.0595  25.7673  0.0061  -0.0041  0.0057
Si  9.6688  4.1045  25.8531  -0.0017  0.0217  -0.0043
Si  1.3159  6.8465  25.7249  -0.0026  0.0031  -0.0079
Si  6.7835  6.7569  25.7461  -0.0012  -0.0076  0.0127
Si  3.986  9.5227  25.9773  0.0053  0.0061  -0.011
Si  9.4234  9.4972  25.8465  0.0177  -0.0169  0.013
Si  2.6151  -0.0759  27.3011  -0.0211  0.0134  -0.0218
Si  8.0899  -0.0229  27.1852  -0.0065  -0.0077  0.0093
Si  0.0371  2.7374  27.241  -0.0055  -0.007  0.0034
Si  5.416  2.767  27.1483  -0.0048  0.0012  0.0064
Si  2.6382  5.4538  27.1455  -0.001  -0.0051  0.0056
Si  8.1687  5.4192  27.1471  0.0012  0.004  -0.0089
Si  -0.0286  8.201  27.1582  -0.0115  0.0066  -0.0083
Si  5.4913  8.1749  27.1847  -0.0011  -0.0089  -0.0058
Si  4.0685  1.357  28.523  0.0006  0.0061  -0.0044
Si  9.5239  1.3571  28.5159  0.0063  0.0005  -0.0012
Si  1.3653  4.1058  28.5969  0.0094  -0.0007  0.0088
Si  6.8023  4.0904  28.5395  -0.0029  -0.0048  -0.0003
Si  4.075  6.8056  28.4991  0.0023  -0.0047  -0.0044
Si  9.5362  6.8149  28.5043  -0.0026  -0.0069  -0.0107
Si  1.282  9.5166  28.6283  -0.0033  -0.0055  0.0185
Si  6.7976  9.5532  28.5852  0.0031  0.0011  0.0035
Si  -0.0442  0.0173  29.9206  -0.0001  -0.0137  -0.0046
Si  5.4438  0.0112  29.9094  0.004  0.0001  -0.0025
Si  2.7443  2.7319  29.9159  0.0071  0.0076  -0.0025
Si  8.186  2.7354  29.8962  -0.0102  0.0005  -0.0003
Si  -0.0233  5.4817  29.9068  -0.002  -0.0011  0.0001
Si  5.4529  5.473  29.896  -0.0054  -0.007  0.0015
Si  2.7393  8.1804  29.9071  -0.0123  0.0039  -0.0048
Si  8.2081  8.1975  29.9016  0.0009  0.0033  -0.0019
Si  1.3673  1.3673  31.2657  0.023  0.0878  0.0071
Si  6.8362  1.3673  31.2657  0.0122  0.0391  0.0244
Si  4.1018  4.1018  31.2657  0.0547  -0.0177  0.1
Si  9.5708  4.1018  31.2657  -0.1312  -0.0553  -0.0094
Si  1.3673  6.8362  31.2657  0.0024  -0.0479  0.0807
Si  6.8362  6.8362  31.2657  0.0128  0.0362  -0.05
Si  4.1018  9.5708  31.2657  -0.1038  -0.0176  0.0403
Si  9.5708  9.5708  31.2657  -0.2009  -0.0593  0.1694
Si  2.7345  0  0.6835  0.0315  0.004  -0.0555
Si  8.2035  0  0.6835  0.0067  -0.0054  -0.1595
Si  0  2.7345  0.6835  0.1011  0.0496  -0.0244
Si  5.469  2.7345  0.6835  0.0307  0.0549  0.0308
Si  2.7345  5.469  0.6835  -0.0231  -0.0671  -0.1291
Si  8.2035  5.469  0.6835  0.0292  0.0572  -0.0889
Si  0  8.2035  0.6835  0.0816  0.0622  0.0564
Si  5.469  8.2035  0.6835  0.1022  0.0936  0.0059
Si  4.1114  1.3645  2.0533  0.0017  0.0014  0.0018
Si  9.6041  1.3399  2.0338  -0.0075  0.0044  0.0011
Si  1.3651  4.1232  2.0472  0.0094  -0.0005  0.0021
Si  6.8373  4.1237  2.0354  0.0064  -0.0027  0.0044
Si  4.1026  6.835  2.0321  0  -0.0061  0.0013
Si  9.5829  6.8288  2.0547  0.0008  0.0039  0.0016
Si  1.3694  9.5929  2.0442  0.0063  -0.0001  0.0033
Si  6.8374  9.6018  2.041  0.0115  0.0038  0.0024
Si  0.0458  0.0223  3.4531  0.0031  -0.0021  0.0101
Si  5.5026  0.0284  3.4408  -0.0025  -0.0054  0.0016
Si  2.7397  2.7542  3.3844  -0.0072  0.0028  -0.0025
Si  8.2665  2.765  3.3235  0.0049  -0.0018  -0.0133
Si  0.0459  5.5048  3.4527  -0.0008  -0.0033  0.0081
Si  5.492  5.5127  3.4091  -0.0043  0.0039  0.0008
Si  2.7589  8.232  3.3694  -0.005  0.002  -0.0008
Si  8.256  8.2723  3.3712  -0.0019  0.0028  -0.0055
Si  1.4143  1.4229  4.8154  -0.0017  -0.0034  0.0022
Si  6.9399  1.4539  4.7125  0.0032  0.0008  -0.0029
Si  4.0999  4.1239  4.7298  -0.0022  0.001  -0.0023
Si  9.6296  4.051  4.7453  0.0044  0.0003  0.0001
Si  1.4052  6.9542  4.8004  0.0057  -0.0013  -0.0026
Si  6.8642  6.9649  4.7103  -0.0003  0.0044  0.0005
Si  4.1283  9.5431  4.7633  0.0024  -0.0019  -0.0001
Si  9.6507  9.5546  4.8128  0.0024  0.0037  -0.0015
Si  2.7992  -0.0016  6.1042  -0.0055  0.0057  -0.0064
Si  8.3332  0.0956  6.0633  0.0008  -0.0054  0.0012
Si  0.0605  2.7682  6.2563  -0.0003  -0.0038  -0.0001
Si  5.5541  2.8181  6.0536  -0.0024  -0.0015  0.0017
Si  2.7988  5.5708  6.0814  0.0003  0.002  -0.0026
Si  8.2906  5.5675  5.9133  -0.0031  -0.0025  0.001
Si  0.1018  8.2849  6.3204  -0.0064  0.0011  0.0001
Si  5.5309  8.2773  6.2033  -0.0011  -0.004  -0.0024
Si  4.4652  1.1441  7.2819  -0.0003  0.0021  0.0012
Si  9.8784  1.1134  7.5692  0.0002  0.0024  -0.0073
Si  1.2277  4.4763  7.4289  -0.0002  -0.0095  -0.0032
Si  6.6978  4.5161  7.2272  -0.0005  -0.0009  0.0028
Si  4.3613  6.6622  7.5018  0.0007  0.0035  -0.0072
Si  9.7985  6.5803  7.4154  -0.0052  0.0024  -0.0066
Si  1.334  9.8977  7.6716  -0.0004  0.0018  0.0012
Si  6.7627  9.9397  7.3825  0.0017  -0.0007  -0.0032
O  9.5119  1.3348  24.0536  0.0132  0.0067  -0.0048
O  4.065  6.8477  23.9735  0.0024  -0.0037  -0.0013
O  3.9692  1.2875  24.0615  0.0073  0.0123  -0.0159
O  9.5374  6.7776  23.9094  -0.0031  0.0145  -0.0056
O  0.0249  5.5089  7.9492  0.0036  0.0007  0.0039
O  5.6159  0.1022  7.882  -0.0026  -0.0022  0.0001
O  0.1292  0.0513  8.1047  0.0024  -0.0065  0.0006
O  5.5882  5.5914  7.8444  -0.0008  -0.0022  -0.0009
O  7.6678  3.9398  8.4121  0.0028  -0.0031  0.0035
O  8.8174  7.0195  8.6756  0.0027  -0.0028  -0.0012
O  2.2126  9.3912  9.0165  0.0015  -0.0024  0.0027
O  8.9862  1.6471  8.8741  0.0022  -0.0005  -0.0019
O  7.6703  9.4435  8.6723  0.0021  -0.0035  0.0042
O  3.6079  1.7622  8.5342  -0.0024  0.0015  0.0018
O  3.5876  7.1406  8.9011  -0.0025  -0.0009  0.0026
O  2.1237  3.9973  8.7339  -0.0028  0.0009  -0.0012
O  8.0276  3.5477  23.3872  0.0031  -0.0037  0.0012
O  0.5062  5.0642  22.9652  0.0041  -0.0003  -0.0062
O  1.9481  2.8541  23.1985  -0.0016  0.0025  -0.0142
O  5.6974  4.891  23.1152  0.0029  -0.0053  -0.0068
O  5.517  10.0723  23.5288  -0.0018  0.0036  0.0035
O  2.3695  8.7196  23.0946  0.0036  -0.0055  0.0008
O  0.1922  10.2471  23.2884  -0.0168  0.0131  0.0194
O  7.721  8.5694  23.0708  0.0049  -0.0029  0.003
Si  8.4496  7.8042  18.5266  0.0079  0.0004  -0.0002
Si  8.8971  6.3005  13.6562  -0.0006  -0.001  0.0049
Si  3.829  1.2308  14.5085  0.002  -0.0027  -0.0025
As  2.5803  5.6016  17.5328  -0.0111  -0.0108  0.0001
Si  2.447  3.0971  19.518  -0.0078  0.0054  -0.0211
Si  9.8789  8.9594  12.0502  -0.002  -0.0009  -0.0004
Si  1.2355  9.5437  22.2627  0.0065  -0.0009  -0.0059
Si  9.1703  0.8768  13.2195  0.0021  -0.0051  0.0029
Si  1.44  4.9177  13.0533  -0.0027  -0.0019  0.002
Si  1.8265  8.1288  12.7755  0.003  -0.0027  0.0012
Si  6.5913  9.5629  22.4368  -0.0046  -0.0019  -0.0051
Si  4.7465  4.2422  15.3406  -0.0073  0.0067  0.0043
Si  8.2602  2.9539  9.5423  0.0003  -0.0008  -0.0003
As  0.6694  8.2744  19.4328  -0.0132  -0.0155  -0.0114
Si  6.9322  1.3398  21.1039  -0.0004  0.0004  0.0001
Si  8.2885  8.2529  9.5984  0.001  0.0032  0.0011
Si  10.9559  5.1684  15.6852  0.0073  0.006  0.011
Si  7.4815  9.4395  16.3081  -0.0014  -0.0048  -0.0018
Si  9.8972  2.1511  20.4077  -0.002  0.0048  -0.0061
Si  3.2531  8.4314  9.879  -0.0032  -0.0009  0.0002
Si  6.7266  3.3084  17.3652  -0.0029  0.002  -0.0063
Si  1.0959  0.274  19.9902  -0.0005  0.003  -0.0053
Si  3.2704  2.7049  12.222  0.0007  -0.0049  0.0033
Si  7.0908  5.4381  19.6883  -0.0063  0.0032  -0.0052
Si  5.8253  8.5033  11.4084  -0.0006  -0.0023  0.0016
Si  5.9656  5.9262  12.9955  -0.0018  -0.0048  0.0062
Si  4.5234  9.6937  17.6263  -0.0014  -0.0046  -0.0039
Si  1.0374  3.725  22.1641  0.0057  0.0094  -0.0061
Si  4.8978  1.466  18.8228  -0.0046  0.0007  -0.0057
Si  3.2343  3.0493  9.4363  0.001  -0.0033  -0.0008
Si  6.5098  10.5856  13.683  0.0001  -0.0036  0.0014
Si  10.2835  0.0625  16.0246  -0.0021  0.0021  -0.0061
Si  5.733  3.5455  11.0282  -0.0038  -0.0024  0.0051
Si  9.8734  3.7941  11.9251  -0.0057  0  0.0049
Si  2.2531  9.8079  15.5287  0.0003  -0.0068  0.0021
Si  5.8693  8.1433  19.8609  -0.0031  -0.0062  -0.0014
Si  6.8086  3.9502  22.3844  0.0007  0.0038  -0.0007
Si  9.7925  2.734  17.4335  -0.0013  0.0026  -0.0057
O  7.286  6.3277  13.8731  -0.0018  -0.0004  -0.0002
O  10.2992  4.0036  16.5824  -0.0016  -0.0034  0.004
O  6.0373  9.8884  16.9857  0.0027  -0.0036  0.0026
O  10.1015  0.6883  14.5333  -0.0029  -0.0005  -0.0031
O  8.3615  6.2329  19.0078  0.0016  -0.0004  0.0006
O  5.1153  0.2709  14.2352  0.0002  -0.0006  0.0006
O  5.6754  2.0851  17.5436  0.0014  -0.0017  0.004
O  8.3049  2.0463  20.6328  0.0017  -0.0016  0.0008
O  2.1003  3.9726  18.1812  0.0104  -0.0034  0.0227
O  6.9801  2.6127  10.514  0.0002  -0.0012  -0.0022
O  4.9097  2.6607  12.1216  -0.0007  0.0004  -0.0025
O  6.2015  4.1849  16.0982  0.0019  -0.0038  0.0034
O  4.6243  3.8537  9.8345  -0.0016  -0.0013  -0.0032
O  10.6496  2.936  21.6269  -0.0036  -0.0011  0.0026
O  9.7932  6.144  15.032  -0.0048  0.0008  -0.002
O  5.8503  6.502  19.8599  0.0028  0.0004  0.0041
O  4.046  0.1932  18.2598  0.0005  -0.0024  0.0031
O  9.3352  10.4706  12.3089  0.0005  -0.0023  0
O  2.8605  4.1847  12.7842  -0.0008  -0.0025  -0.0011
O  1.9008  10.7419  21.3492  0.0032  0.0002  0.0024
O  4.0235  2.6521  19.5393  0.0049  -0.0037  0.0042
O  0.6514  9.963  15.9698  0.0002  -0.0007  0.0035
O  1.1534  9.9476  18.9449  -0.0025  0.0059  0.0014
O  1.6909  1.6595  19.4094  -0.0017  0  0.0051
O  8.8423  10.3544  16.5071  0.002  -0.0012  0.0041
O  4.6741  8.605  18.8475  0.0014  0.0032  0.0006
O  9.5908  8.714  10.463  -0.0004  -0.0013  -0.0006
O  6.6701  4.2226  18.7099  0.0014  -0.0045  -0.0001
O  2.8934  1.4664  13.1843  -0.0001  0.0013  0.0003
O  5.673  8.7649  21.347  0.0006  0.0013  0.0022
O  2.5616  2.4453  10.7887  -0.0011  -0.0016  -0.0003
O  7.4453  4.8116  21.1483  -0.0005  -0.0008  0.0008
O  5.2854  7.3066  12.4036  -0.0001  0.0002  -0.0011
O  0.5116  8.9867  12.3957  -0.002  -0.0021  -0.0001
O  7.5632  0.9034  13.5561  0.0006  -0.0005  0.0004
O  7.1305  9.4542  14.7102  -0.0016  -0.0004  -0.0005
O  9.1034  4.947  12.7701  0.0023  -0.0063  -0.0016
O  7.95  7.994  16.9589  -0.0016  0.0004  -0.0001
O  6.1348  2.5154  21.9377  -0.0008  -0.0052  -0.001
O  2.4096  8.8985  14.1344  -0.0018  -0.0032  -0.0023
O  0.4803  4.3068  11.8811  -0.0003  -0.0025  -0.0031
O  0.422  8.5484  21.2218  0.0009  -0.0036  0.0057
O  9.3778  3.7774  10.3816  0.0015  0.0003  -0.0014
O  9.6278  2.288  12.5339  0.0012  -0.001  -0.001
O  7.3569  8.6567  19.4046  0.0033  -0.0004  -0.0001
O  2.646  8.0825  11.3571  -0.0024  -0.0011  0.0019
O  4.2647  2.7016  15.0564  -0.0019  -0.0093  -0.0015
O  0.8443  4.4309  14.4882  0.003  -0.003  -0.0035
O  10.0817  3.0011  19.0197  -0.003  -0.0065  0.0014
O  9.2594  7.7241  12.9318  0.0015  0.0007  -0.0013
O  10.4654  0.6213  20.3188  0.001  -0.0042  0.0029
O  6.266  4.9274  11.7167  0.0021  -0.0034  -0.0037
O  8.1876  2.6472  17.1322  0.0023  -0.003  0.0038
O  3.5819  5.0011  16.1887  0.0117  -0.015  -0.0091
O  4.7265  9.0367  10.3018  0.0007  -0.0012  -0.0019
O  1.5482  6.5466  13.1043  -0.0021  0.001  -0.0023
O  4.9713  5.1748  14.0293  0.0037  -0.0007  -0.0027
O  2.0018  3.9741  20.8449  0.0034  -0.0074  -0.0077
O  10.5383  1.3345  17.0253  -0.0033  -0.0061  0
O  1.0589  6.031  16.6289  -0.0063  0.0024  -0.0082
O  7.3291  10.9166  21.8996  0.0009  -0.0014  -0.0015
O  5.9821  0.8756  19.8797  -0.002  -0.0016  0.0015
O  6.2695  9.8186  12.2651  0.0006  -0.0025  -0.0007
O  2.8086  0.4079  15.4627  -0.0008  -0.0009  0.0014
O  7.0962  7.8217  10.6255  0.0002  -0.0031  -0.0027
O  9.9243  8.4078  18.8129  0.0016  -0.0003  -0.001
O  3.3122  9.1365  16.6362  -0.0008  0.0031  0.0004

Results
free energy: -145375.663 eV
free energy less fixed offsets of As -4856.12, O -568.88, Si -635.61 eV per atom: 5.177 eV

The program warned: the cutoff lies below the one the program advises for these potential files; the exchange-correlation potential is rough where the density is thin.
